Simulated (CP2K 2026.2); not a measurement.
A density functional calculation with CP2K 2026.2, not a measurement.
Periodic cell of 432 atoms, Si324O108, from a study of silicon, its oxide and their interface. The atomic structure is a simulated model.
Doubt: the forces sum to 1.68 eV/angstrom along one axis rather than to zero, so they err by at least 0.0039 eV/angstrom per atom on average; the grid cutoff is modest.

Settings
functional: PBE
method: Gaussian and plane waves
basis set: DZVP-MOLOPT-SR-GTH
pseudopotentials: GTH-PBE
grid cutoff: 350 Ry, relative cutoff 50 Ry
k points: Gamma only
occupations: fixed
spin: none
net charge: 0

Cell vectors (angstrom)
a	16.32	0	0
b	0	16.32	0
c	-3.6639	4.5217	29.3207

Atoms: element, x, y, z (angstrom)
Si	1.2659	15.2739	0.2
Si	0.5452	5.5901	29.2865
Si	1.0534	4.1085	0.1012
Si	4.0836	6.5441	0.1721
Si	1.0635	9.9624	0.097
Si	4.348	12.013	0.0224
Si	2.945	19.8062	29.249
Si	6.2589	5.5464	29.2279
Si	2.8	9.0227	29.2841
Si	6.1057	10.9688	29.3172
Si	6.4521	9.6996	0.1358
Si	9.5409	11.9341	0.1843
Si	11.9557	14.9225	0.1999
Si	15.2948	1.0732	0.1983
Si	8.4168	8.8262	29.283
Si	15.2763	6.5027	0.1147
Si	12.0162	9.8751	0.0023
Si	15.3099	12.3044	0.1036
Si	2.7878	16.3794	1.5303
Si	5.3913	2.7537	1.1761
Si	2.6315	5.2853	1.4354
Si	5.2991	8.1368	1.4132
Si	2.7291	10.9632	1.4036
Si	5.5215	13.6231	1.2743
Si	8.1783	16.4081	1.2585
Si	10.934	2.6897	1.25
Si	8.1372	5.4293	1.3481
Si	10.9146	8.1376	1.2309
Si	8.0484	10.7698	1.4913
Si	10.6604	13.561	1.4998
Si	13.6218	16.1854	1.3352
Si	0.0049	2.6392	1.5693
Si	13.6081	5.4322	1.3613
Si	0.0271	8.2059	1.3441
Si	13.6666	10.9969	1.2583
Si	0.1533	13.6773	1.5281
Si	1.4352	1.3831	2.8979
Si	4.0732	3.9915	2.727
Si	1.3638	6.8163	2.7259
Si	4.0046	9.5257	2.7739
Si	1.4578	12.2881	2.8448
Si	4.1429	14.9103	2.7367
Si	6.8032	1.4487	2.606
Si	9.5044	4.009	2.6501
Si	6.8017	6.8292	2.7104
Si	9.5258	9.4168	2.7031
Si	6.7924	12.2841	2.7555
Si	9.3986	15.0249	2.7626
Si	12.2838	1.3349	2.66
Si	14.9081	4.0551	2.7776
Si	12.2597	6.8373	2.6819
Si	14.9388	9.5534	2.6784
Si	12.2226	12.2386	2.701
Si	14.9704	14.9413	2.7995
Si	0.0082	16.3162	4.1504
Si	2.7737	2.7329	4.2092
Si	-0.0229	5.4588	4.0781
Si	2.6939	8.1458	4.1315
Si	0.0058	10.8848	4.0763
Si	2.7952	13.6262	4.1822
Si	5.4918	16.3458	4.0262
Si	8.1526	2.7168	4.06
Si	5.4419	5.4208	4.0363
Si	8.1642	8.1313	4.1044
Si	5.4135	10.9005	4.0862
Si	8.1235	13.6277	4.1381
Si	10.8727	16.3403	4.0455
Si	13.5704	2.687	4.11
Si	10.8729	5.425	3.9989
Si	13.5972	8.1902	4.0683
Si	10.8825	10.8357	4.0407
Si	13.5789	13.5741	4.107
Si	1.3212	14.9012	16.285
Si	4.0723	17.6694	16.2741
Si	1.4009	4.0381	16.3317
Si	4.1225	6.7744	16.3905
Si	1.3957	9.5288	16.2805
Si	4.0469	12.2199	16.2832
Si	6.7878	14.992	16.3072
Si	9.4858	17.6807	16.2464
Si	6.8374	4.1584	16.3393
Si	9.5439	6.8455	16.37
Si	6.7972	9.5469	16.3965
Si	9.5018	12.2839	16.2839
Si	12.1816	14.9399	16.3294
Si	-1.2752	17.7199	16.2558
Si	12.2316	4.1037	16.2898
Si	-1.3799	6.7761	16.2735
Si	12.2329	9.5065	16.3648
Si	-1.3864	12.1774	16.2813
Si	2.6629	16.3024	17.5972
Si	5.4586	2.7365	17.5885
Si	2.7834	5.3367	17.7226
Si	5.4763	8.1437	17.7799
Si	2.7047	10.8901	17.697
Si	5.3807	13.6143	17.5982
Si	8.1851	16.341	17.6661
Si	10.8033	2.7474	17.5724
Si	8.1915	5.533	17.7693
Si	10.8795	8.1878	17.7854
Si	8.1543	11.0054	17.6945
Si	10.744	13.6261	17.7468
Si	13.6591	16.3449	17.4996
Si	0.0835	18.9979	17.7311
Si	13.5933	5.4399	17.6719
Si	0.0419	8.1223	17.5554
Si	13.612	10.8521	17.706
Si	-0.0268	13.4844	17.6443
Si	1.417	17.5822	19.1243
Si	4.1523	3.9472	19.0966
Si	1.3749	6.7511	18.9256
Si	4.0915	9.5628	19.0537
Si	1.2999	12.1664	19.1273
Si	3.9823	14.9266	18.9314
Si	6.8236	17.7425	18.9414
Si	9.5518	4.1053	19.063
Si	6.8484	6.8428	19.254
Si	9.4668	9.6092	19.0658
Si	6.7848	12.4344	19.0244
Si	9.3958	15.0345	19.2172
Si	12.2335	17.6809	18.7518
Si	-1.3172	4.0645	18.9994
Si	12.2711	6.8008	19.1273
Si	-1.2863	9.4299	18.9721
Si	12.1832	12.2252	18.9889
Si	-1.3831	14.9386	18.8586
Si	0.1594	15.9343	20.2914
Si	3.1611	18.5586	20.4407
Si	-0.133	5.6126	20.3073
Si	2.5657	8.2518	20.2403
Si	0.2695	10.4229	20.4156
Si	2.4442	13.8075	20.3475
Si	5.3657	16.3676	20.1146
Si	7.9673	19.2609	20.3473
Si	5.7197	5.1116	20.4177
Si	7.8882	8.6268	20.5181
Si	5.6339	10.8642	20.2738
Si	7.5635	14.1419	20.5514
Si	11.1891	16.2156	20.2135
Si	13.3433	19.1864	20.107
Si	11.1817	5.1663	20.4229
Si	-2.3239	7.8491	20.3344
Si	10.7667	11.0022	20.4123
Si	13.2987	13.9044	20.1371
Si	-0.6696	7.089	24.2756
Si	2.1628	6.3131	24.8139
Si	8.3978	9.4398	23.3801
Si	-0.0801	9.8337	23.3364
Si	1.0521	3.5167	22.2702
Si	-0.7233	18.3566	27.1984
Si	-2.5953	18.1892	24.9198
Si	10.2053	7.232	27.2101
Si	6.1936	5.3212	26.1929
Si	3.4557	8.8266	26.2578
Si	7.2775	14.5065	26.7876
Si	4.2007	19.2876	26.3406
Si	9.9944	18.3416	27.2949
Si	5.5636	16.605	26.4904
Si	-2.7929	5.0808	24.8822
Si	2.349	10.912	24.4059
Si	-1.2783	17.7551	22.1786
Si	11.1215	9.1681	25.0045
Si	9.0256	12.4133	22.5148
Si	10.7671	16.8556	24.8849
Si	-1.4778	12.5375	27.3667
Si	4.232	12.4952	22.5879
Si	10.0435	18.1954	22.414
Si	11.2325	13.7283	24.4071
Si	11.8894	11.7924	26.6226
Si	-0.2299	12.2454	24.7155
Si	-1.5031	6.7312	27.0926
Si	-2.5215	12.6517	22.8831
Si	5.3429	14.0052	24.9571
Si	10.8152	4.6878	23.317
Si	1.486	19.8689	25.4004
Si	12.6452	9.6959	22.5168
Si	9.1155	4.6329	25.8078
Si	4.7913	12.9227	27.4539
Si	5.8898	8.029	24.6045
Si	4.1243	6.7143	22.5612
Si	1.3763	14.9604	5.4963
Si	4.135	1.3296	5.4741
Si	1.3566	4.1181	5.4649
Si	4.0929	6.7811	5.4317
Si	1.3322	9.5134	5.4645
Si	4.1018	12.2289	5.5115
Si	6.7855	14.9959	5.4719
Si	9.5193	1.3668	5.4252
Si	6.805	4.0839	5.4229
Si	9.5272	6.7573	5.4227
Si	6.8029	9.5324	5.4228
Si	9.5303	12.23	5.4096
Si	12.2223	14.9683	5.4266
Si	14.9566	1.3636	5.4752
Si	12.2096	4.0815	5.4186
Si	14.9454	6.816	5.4374
Si	12.2296	9.5141	5.441
Si	14.9578	12.2264	5.4513
Si	2.7406	16.3227	6.8356
Si	5.4719	2.7201	6.8106
Si	2.7277	5.4562	6.8191
Si	5.4476	8.1604	6.7814
Si	2.7079	10.8654	6.8238
Si	5.4478	13.6172	6.8381
Si	8.1752	16.3326	6.8098
Si	10.8627	2.7313	6.7956
Si	8.1623	5.4296	6.797
Si	10.8758	8.137	6.7848
Si	8.1653	10.886	6.7859
Si	10.875	13.5968	6.7857
Si	13.5852	16.3153	6.8056
Si	0.0006	2.7375	6.8121
Si	13.5837	5.439	6.7802
Si	-0.0191	8.1561	6.8211
Si	13.5937	10.8699	6.8048
Si	-0.0007	13.5826	6.8185
Si	1.3652	1.374	8.1659
Si	4.0899	4.0779	8.1571
Si	1.3607	6.8072	8.1737
Si	4.0846	9.5049	8.1608
Si	1.3548	12.227	8.1815
Si	4.0794	14.9564	8.1983
Si	6.8246	1.3702	8.1782
Si	9.5158	4.0829	8.1686
Si	6.8042	6.8041	8.1464
Si	9.5188	9.5117	8.1392
Si	6.8167	12.2445	8.1653
Si	9.5229	14.9551	8.1588
Si	12.2283	1.3666	8.1543
Si	14.948	4.0904	8.1577
Si	12.2379	6.7945	8.1567
Si	14.9463	9.5164	8.1748
Si	12.2347	12.2411	8.1515
Si	14.9519	14.9542	8.1599
Si	-0.0013	16.3199	9.509
Si	2.7259	2.7293	9.521
Si	-0.0017	5.4393	9.5209
Si	2.7259	8.158	9.532
Si	-0.0062	10.867	9.5351
Si	2.7126	13.5874	9.5384
Si	5.4534	16.3266	9.5271
Si	8.1692	2.7328	9.5408
Si	5.4462	5.4463	9.5113
Si	8.1612	8.1631	9.5088
Si	5.4462	10.8768	9.5114
Si	8.1659	13.6035	9.528
Si	10.8765	16.3231	9.5183
Si	13.5928	2.7232	9.5154
Si	10.8791	5.4437	9.5231
Si	13.5917	8.1527	9.5264
Si	10.8733	10.876	9.5049
Si	13.5911	13.5964	9.5185
Si	1.3479	14.9578	10.8784
Si	4.0873	17.689	10.872
Si	1.3652	4.0834	10.8815
Si	4.0912	6.7975	10.8841
Si	1.3602	9.5075	10.8924
Si	4.0807	12.2227	10.881
Si	6.8039	14.9627	10.8872
Si	9.5297	17.6892	10.8879
Si	6.8052	4.1026	10.8846
Si	9.5171	6.8102	10.8761
Si	6.8083	9.5235	10.8753
Si	9.5192	12.2333	10.8777
Si	12.2307	14.957	10.8777
Si	14.9564	17.6762	10.8677
Si	12.2417	4.0853	10.8828
Si	-1.357	6.7987	10.8822
Si	12.228	9.5198	10.8736
Si	14.9488	12.2348	10.877
Si	2.7323	16.313	12.2155
Si	5.4347	2.7422	12.227
Si	2.7277	5.4434	12.2449
Si	5.4594	8.1595	12.2361
Si	2.7256	10.8612	12.2468
Si	5.4394	13.5876	12.2328
Si	8.1573	16.3383	12.2372
Si	10.8883	2.7307	12.2516
Si	8.1626	5.4638	12.2495
Si	10.8649	8.1747	12.2401
Si	8.1598	10.8823	12.2472
Si	10.8723	13.5925	12.2369
Si	13.594	16.3183	12.2296
Si	0.0022	2.7106	12.2238
Si	13.5995	5.4499	12.241
Si	0.008	8.1397	12.2541
Si	13.5935	10.8704	12.2321
Si	-0.0219	13.5996	12.2348
Si	1.3733	17.6642	13.5667
Si	4.0966	4.0982	13.6059
Si	1.3777	6.787	13.6273
Si	4.0942	9.4945	13.6019
Si	1.3474	12.2326	13.5726
Si	4.0819	14.9526	13.5815
Si	6.7891	17.7103	13.5811
Si	9.5228	4.1021	13.6015
Si	6.8237	6.8355	13.6239
Si	9.5193	9.5345	13.6214
Si	6.7851	12.2301	13.6057
Si	9.5095	14.9664	13.5808
Si	12.256	17.685	13.6005
Si	-1.3443	4.0845	13.579
Si	12.2253	6.8152	13.5882
Si	-1.3709	9.502	13.5871
Si	12.2296	12.2217	13.5921
Si	-1.3952	14.9454	13.6005
Si	0.0101	16.2962	14.9133
Si	2.7271	2.7107	14.9245
Si	0.0173	5.4066	14.9714
Si	2.765	8.1315	14.9878
Si	0.0016	10.8554	14.9252
Si	2.7084	13.5871	14.9237
Si	5.4419	16.33	14.9253
Si	8.1368	2.7589	14.9447
Si	5.4625	5.471	14.9666
Si	8.1693	8.2017	15.0136
Si	5.4346	10.8528	14.9733
Si	8.1336	13.623	14.9368
Si	10.8777	16.3183	14.9336
Si	13.6202	2.7448	14.9463
Si	10.8706	5.4774	14.9642
Si	13.5785	8.1613	14.9556
Si	10.8847	10.8841	14.9863
Si	13.558	13.5753	14.9685
O	11.0921	11.6677	28.0256
O	7.9364	13.5168	22.0249
O	-2.5791	18.281	21.3975
O	9.4787	4.7539	24.2314
O	1.2958	14.878	20.8132
O	7.3414	20.6598	28.9923
O	11.3427	10.0907	21.64
O	10.6965	5.5774	21.9495
O	12.3691	4.0615	20.6363
O	1.5238	9.7592	23.595
O	1.7473	15.3619	28.8878
O	11.2475	17.9386	28.2646
O	1.006	19.9231	23.867
O	5.2421	18.0948	25.9829
O	0.696	4.9261	21.5481
O	-0.672	10.6835	24.594
O	10.9904	15.3046	24.5643
O	1.4478	9.3337	20.7238
O	-0.3602	5.9767	27.9751
O	9.3835	6.0633	26.4903
O	3.484	8.648	27.8587
O	-2.1809	7.8436	28.0524
O	5.2232	11.7067	21.6033
O	10.9601	19.4772	22.7922
O	2.5967	7.595	25.6706
O	-2.5759	5.6952	26.3922
O	7.1372	8.9875	24.2786
O	9.9775	17.0932	26.277
O	5.0087	5.6168	21.7872
O	11.4785	10.584	25.6615
O	9.6853	9.1992	24.2998
O	0.8204	6.582	23.9773
O	-0.3277	10.642	21.9322
O	9.8855	12.1602	21.1572
O	11.1161	8.0305	26.1456
O	3.3025	5.9485	23.7224
O	7.2591	15.6104	29.308
O	-3.5558	4.5222	28.9954
O	4.5384	12.9088	25.8608
O	11.429	13.1539	25.9019
O	12.0379	5.2188	24.2479
O	12.6481	9.8124	29.0063
O	6.6784	9.7029	20.7413
O	13.4156	11.0712	22.881
O	-0.5433	11.6163	28.3011
O	10.8483	17.1343	21.5098
O	8.4874	8.4974	22.0432
O	12.6474	15.6244	28.8888
O	-0.8214	8.4104	23.3616
O	-1.8725	13.9179	28.0841
O	12.2477	15.0468	20.6882
O	0.3244	19.2499	26.3362
O	8.5774	14.1235	27.6811
O	-0.7089	16.3577	21.6131
O	6.8645	4.0304	20.8818
O	13.4891	8.665	21.6332
O	5.2804	11.4848	27.9946
O	3.7403	19.3197	27.9044
O	1.385	12.2241	24.5445
O	5.9679	5.9795	27.6753
O	-0.7961	7.4866	25.8466
O	1.7044	4.5015	28.8345
O	-1.8469	17.6824	26.2586
O	-2.2977	13.1808	21.3878
O	3.0797	13.2147	21.7212
O	9.1614	8.2338	27.9503
O	9.9737	13.0187	23.6724
O	7.2492	9.8951	28.8132
O	12.5812	13.4589	23.5664
O	4.918	4.3566	25.9303
O	4.9683	8.7604	25.7061
O	0.0696	17.1874	27.9813
O	-1.521	19.2875	28.2479
O	9.7319	17.4543	23.799
O	2.8519	19.0116	25.4925
O	3.1399	7.4685	21.538
O	3.4685	13.451	28.1909
O	12.2007	17.6376	24.893
O	6.0131	13.9641	27.701
O	2.7959	10.2447	25.8148
O	7.1226	16.1183	26.5462
O	8.7038	18.4871	28.2531
O	-2.5051	19.809	24.8785
O	1.865	5.0735	25.8188
O	11.1797	6.5248	28.2692
O	1.6181	10.1066	28.9046
O	4.8771	15.5024	25.4747
O	-1.117	12.9999	23.6022
O	8.6717	18.6121	21.6706
O	2.4843	19.2533	21.7689
O	6.4182	15.3064	20.8786
O	-0.1165	18.8186	21.8625
O	4.3008	17.4217	20.8896
O	-2.8297	11.7779	26.9016
O	-1.7542	5.9237	23.9443
O	-1.2361	6.7153	20.8417
O	5.0777	7.8345	23.2186
O	5.0118	13.6517	23.4277
O	-1.7096	17.5889	23.7085
O	10.038	19.7663	26.4802
O	7.5249	4.399	26.0116
O	6.2904	6.5536	25.1512
O	8.3351	11.027	23.0007
O	5.1148	16.6534	28.063
O	6.9542	13.8543	25.3186
O	3.631	11.3698	23.5633
O	-0.5756	12.9343	26.1097
O	12.2313	8.8995	23.8602

Results
total energy: -82018.973 eV
total energy less fixed offsets of O -438.35, Si -107.03 eV per atom: 0.547 eV

Forces (eV/angstrom), in the order of the atoms: element, x, y, z
Si	0.0288	-0.2039	0.7113
Si	-0.0024	0.2605	0.7217
Si	0.2122	-0.0865	0.6996
Si	-0.0246	0.122	0.6826
Si	0.0664	-0.1627	0.7907
Si	-0.1362	0.1778	0.7483
Si	0.0775	-0.1619	0.7234
Si	-0.2809	0.2867	0.679
Si	0.0806	-0.2172	0.7011
Si	-0.0958	0.245	0.7089
Si	0.0854	-0.1077	0.6805
Si	-0.2111	0.2562	0.5424
Si	0.236	-0.0404	0.6526
Si	-0.2275	-0.071	0.6846
Si	0.1011	-0.1585	0.7299
Si	-0.1321	0.1244	0.7107
Si	0.4353	-0.4042	0.4865
Si	-0.2345	-0.019	0.5854
Si	0.025	0.0016	-0.0333
Si	0.0139	-0.0071	-0.0569
Si	-0.0255	0.0041	-0.0045
Si	-0.0131	-0.0131	-0.0283
Si	0.0149	0.0056	-0.0551
Si	-0.0068	0.0247	-0.0684
Si	0.0286	0.013	-0.076
Si	-0.0244	0.0187	-0.0565
Si	0.0306	0.0001	-0.0141
Si	0.0117	0.005	-0.0458
Si	-0.0656	-0.0019	-0.0101
Si	-0.0042	-0.1137	0.0003
Si	-0.0276	0.0003	-0.027
Si	-0.0195	-0.0231	-0.0179
Si	-0.0232	0.008	-0.0656
Si	0.0082	0.0432	-0.0443
Si	0.029	0.0238	-0.045
Si	0.015	0.0178	-0.0497
Si	0.0128	-0.0001	0.0209
Si	-0.0043	-0.0285	0.0062
Si	0.0056	-0.0008	0.0063
Si	-0.0308	-0.0139	0.0258
Si	0.0222	0.0191	0.0404
Si	-0.0106	-0.0317	0.0074
Si	-0.0124	0.0013	0.019
Si	0.0227	-0.0076	0.0123
Si	-0.0039	0.0152	0.0024
Si	0.0014	-0.0393	0.0247
Si	-0.0099	-0.0093	0.0208
Si	-0.0446	0.0183	0.0296
Si	0.0152	0.0022	-0.0057
Si	0.0005	0.0118	0.0334
Si	0.0065	0.0019	0.017
Si	-0.0133	0.0102	-0.0037
Si	-0.005	0.0068	0.0225
Si	0.0178	0.0063	0.0258
Si	0.0012	-0.0191	-0.0188
Si	0.0202	0.0128	0.0198
Si	0.0151	0.0076	-0.0306
Si	0.0193	-0.006	0.0037
Si	0.0032	-0.032	-0.0454
Si	0.0145	0.0079	0.0077
Si	0.0103	0.0318	-0.0477
Si	-0.0032	0.0037	0.0089
Si	-0.0001	-0.0072	-0.0182
Si	-0.0154	0.0169	0.0093
Si	-0.0012	0.0149	-0.0296
Si	0.006	-0.0027	0.0064
Si	0.0207	0.0201	-0.0219
Si	-0.0027	-0.0308	-0.0153
Si	-0.0171	-0.0018	-0.0408
Si	-0.0055	0.0139	-0.0057
Si	-0.0102	0.0305	-0.0027
Si	-0.0008	0.0161	-0.0415
Si	-0.002	-0.0119	0.0315
Si	-0.0119	0.0073	0.0304
Si	-0.0176	0.0002	0.0037
Si	0.0007	0.0165	0.0266
Si	-0.0173	0.0048	-0.0043
Si	-0.0368	0.0049	0.0026
Si	0.0228	-0.0082	0.0358
Si	-0.0168	0.0096	-0.0258
Si	0.036	-0.0128	0.0323
Si	0.0002	-0.0142	0.0037
Si	0.0002	0.0268	0.0193
Si	0.0098	0.0198	-0.0042
Si	-0.0263	-0.0306	0.0546
Si	0.0239	0.0139	-0.0083
Si	0.0365	-0.0035	0.0211
Si	-0.0024	0.0078	0.0113
Si	-0.0075	-0.0004	-0.0056
Si	0.0191	-0.0091	-0.0173
Si	0.0133	0.013	-0.0463
Si	-0.0233	-0.0039	-0.0522
Si	0.0295	-0.0084	-0.0028
Si	0.0166	0.0048	-0.0082
Si	-0.005	0.0278	-0.0262
Si	-0.0381	-0.0246	-0.0288
Si	0.0185	-0.0001	0.0066
Si	-0.0469	0.008	-0.0165
Si	-0.0219	-0.0242	-0.0167
Si	0.0091	-0.0004	0.0007
Si	-0.0006	-0.0083	-0.0188
Si	-0.0044	0.0252	-0.0325
Si	-0.002	0.0002	-0.0301
Si	0.0115	-0.0347	0.0055
Si	-0.0086	-0.0007	-0.0108
Si	-0.0154	-0.0076	-0.0237
Si	0.0103	-0.0199	0.0005
Si	0.0491	0.0064	-0.0339
Si	-0.0693	0.0106	0.0584
Si	-0.0065	0.0196	0.0579
Si	-0.012	-0.0034	0.0203
Si	0.0008	0.0108	0.0164
Si	-0.0375	-0.0154	0.0526
Si	-0.0372	-0.0029	0.0584
Si	0.0186	0.0264	0.067
Si	-0.0133	-0.009	0.0405
Si	0.0279	0.0122	0.0359
Si	0.0003	-0.022	0.0692
Si	0.0655	0.0072	0.0298
Si	0.0477	-0.0451	0.0381
Si	0.0217	-0.018	-0.0214
Si	0.0213	-0.0201	0.0035
Si	-0.014	-0.015	0.0538
Si	0.0082	0.0168	0.035
Si	-0.0352	-0.0001	0.0555
Si	0.0315	0.0015	0.0501
Si	-0.0301	0.3142	-0.7106
Si	-0.1449	0.0729	-0.7
Si	0.0863	-0.1547	-0.6459
Si	0.1961	-0.0456	-0.7249
Si	-0.1994	0.394	-0.7189
Si	0.156	-0.1696	-0.7748
Si	-0.0227	0.0112	-0.4884
Si	0.1626	-0.1217	-0.7811
Si	-0.1246	0.1952	-0.8244
Si	0.2045	-0.3863	-0.6895
Si	-0.2508	0.079	-0.7089
Si	0.2569	-0.1037	-0.738
Si	-0.2641	-0.025	-0.6917
Si	0.2375	-0.056	-0.7017
Si	-0.2605	0.2843	-0.6423
Si	-0.16	0.0516	-0.8029
Si	0.1385	-0.0663	-0.7496
Si	0.0231	-0.0549	-0.675
Si	-0.0875	0.025	0.088
Si	0.0825	-0.0098	0.0361
Si	0.0169	0.055	-0.2627
Si	0.0659	0.0439	-0.1126
Si	0.1058	0.0036	-0.0997
Si	0.0812	0.0102	0.1324
Si	-0.1486	-0.0219	-0.0478
Si	-0.0765	0.0893	0.1396
Si	0.0381	0.0581	0.1679
Si	-0.0262	0.0444	0.0188
Si	0.142	-0.0848	-0.0289
Si	0.0464	-0.0243	0.1334
Si	0.0279	0.1205	0.0205
Si	0.055	-0.0989	0.0008
Si	-0.034	0.0328	0.1057
Si	-0.1615	-0.0519	0.0291
Si	0.0156	-0.0184	-0.0566
Si	-0.0534	0.0021	0.0358
Si	-0.0068	-0.0199	-0.0603
Si	0.1409	0.038	0.0593
Si	-0.1058	-0.0433	0.1494
Si	-0.0501	0.0881	-0.0616
Si	-0.0229	0.0844	-0.2081
Si	0.0155	-0.1136	-0.1056
Si	0.0437	0.0389	0.0845
Si	0.0047	-0.1087	-0.0234
Si	-0.0382	-0.0934	0.1529
Si	-0.1013	-0.0922	0.0107
Si	0.0631	0.0466	0.0099
Si	0.0119	0.0148	-0.1164
Si	-0.0426	-0.0446	0.0323
Si	-0.0706	0.1353	-0.12
Si	0.0619	-0.1353	0.0614
Si	0.0563	-0.0438	0.0419
Si	-0.0106	-0.1063	0.0099
Si	-0.0412	-0.0213	-0.0984
Si	0.004	0.016	-0.0009
Si	0.0069	-0.0198	0.0034
Si	-0.0018	0.0196	-0.0171
Si	0.018	0.0087	-0.0089
Si	-0.0157	0.0098	-0.0025
Si	0.0075	0.001	0.0116
Si	-0.0227	-0.0024	-0.005
Si	-0.0067	-0.0198	-0.0027
Si	-0.0055	0.0007	-0.0093
Si	0.0103	-0.0169	0.0014
Si	0.0013	0.0192	-0.0037
Si	0.0211	-0.0065	-0.0093
Si	-0.0152	0.0209	-0.0054
Si	0.0064	0.0084	-0.0026
Si	-0.0166	0.0076	-0.0045
Si	0.0043	0.0041	-0.0116
Si	-0.0062	-0.0043	0.0045
Si	0.003	-0.0184	-0.0111
Si	0.0027	-0.0072	0.0032
Si	0.0053	-0.0147	-0.0008
Si	-0.0108	0.0004	-0.0045
Si	-0.0035	-0.0174	0.0038
Si	0.0086	0.0067	-0.001
Si	-0.0125	0.0045	0.0061
Si	0.0113	-0.0032	0.0047
Si	-0.017	0.0077	0.0049
Si	-0.0026	-0.0044	0.0097
Si	0.0086	0.0089	0.0029
Si	-0.0074	0.0077	-0.0028
Si	0.0012	-0.0142	0.0004
Si	0.0048	-0.0063	-0.0054
Si	-0.0136	-0.0028	0.0002
Si	-0.0063	0.0061	0.0029
Si	0.0018	0.0039	0.004
Si	-0.0056	-0.0034	0.005
Si	0.0074	0.0064	-0.0104
Si	0.0101	0.0068	-0.0109
Si	-0.0037	-0.0002	-0.0023
Si	0.0127	0.006	0.0018
Si	-0.0082	0.0056	-0.0052
Si	-0.0135	-0.0198	0.0023
Si	-0.017	-0.0119	0.0098
Si	0.0014	0.0001	0.0058
Si	-0.0047	-0.0111	0.008
Si	0.0111	0.0123	-0.0017
Si	0.0025	0.0007	-0.0047
Si	0.0146	0.0202	0.004
Si	-0.0078	0.0064	-0.0022
Si	0.0001	-0.0003	-0.0014
Si	0.0216	-0.0018	-0.0094
Si	-0.0102	-0.0075	0.0075
Si	-0.0038	-0.0068	0.0081
Si	0.0044	0.0152	-0.0048
Si	-0.0021	-0.0006	-0.0013
Si	0.003	0.0005	-0.0091
Si	-0.0054	-0.0104	-0.0007
Si	-0.0107	-0.0004	0.0034
Si	-0.0043	-0.0006	0.008
Si	0.0055	0.0057	0.001
Si	-0.007	0.0026	0.0034
Si	-0.0027	0.007	-0.0045
Si	0.0138	0.0026	0.0095
Si	-0.0009	-0.0013	-0.0069
Si	-0.0075	0.0038	0.0023
Si	-0.0014	0.0042	-0.0078
Si	0.0104	-0.0064	0.0056
Si	-0.0014	-0.0094	-0.0029
Si	-0.0073	0.0029	-0.0014
Si	-0.0028	0.0014	0.0026
Si	0.0087	0.0075	-0.0003
Si	0.0019	-0.0024	0.0005
Si	0.0024	-0.0061	0.0033
Si	-0.0073	-0.0012	0.0067
Si	-0.0037	0.0016	0.0004
Si	0.0047	0.0013	0.0026
Si	-0.0048	-0.0014	-0.0026
Si	0.0034	0.0087	0.0044
Si	-0.0003	-0.0003	0.0021
Si	-0.0004	-0.0081	0.0048
Si	-0.0061	-0.0013	0.0033
Si	-0.0085	-0.007	0.0046
Si	0.0045	0.0084	0.0001
Si	0.0058	-0.0067	-0.0058
Si	-0.0026	0.0037	-0.0043
Si	0.0117	0.012	-0.0049
Si	0.0066	-0.0035	-0.009
Si	0.0035	-0.0094	0.0014
Si	0.0017	0.0032	-0.0046
Si	-0.0022	-0.002	-0.0069
Si	-0.0064	0.0016	-0.0033
Si	0	0.0154	-0.0109
Si	-0.0016	-0.0062	-0.0095
Si	0.0019	-0.0012	0.0068
Si	0.0004	0.016	-0.0127
Si	-0.013	-0.0043	0.0005
Si	-0.0082	-0.0037	-0.0022
Si	0.0087	0.0031	-0.0018
Si	0.0022	0.0042	0.0096
Si	0.0022	-0.003	-0.0006
Si	-0.0018	0.0085	-0.002
Si	-0.0017	0.0011	0.0075
Si	0.0061	-0.0021	-0.0023
Si	-0.0103	-0.0077	-0.0004
Si	-0.0063	-0.0107	-0.0015
Si	0.0152	-0.0043	-0.0024
Si	-0.0069	-0.0073	0.0107
Si	0.0027	0.0063	-0.0037
Si	0.0079	-0.0083	0.0017
Si	0.0092	-0.0156	0.0033
Si	-0.0072	-0.0116	-0.0012
Si	-0.0066	0.0115	0.0034
Si	0.0095	-0.0113	0.0035
Si	-0.004	0.0069	-0.0036
Si	0.0029	-0.0068	0.0031
Si	-0.0108	0.0186	0.0064
Si	0.0076	-0.0088	-0.0008
Si	-0.014	0.0059	0.0013
Si	-0.0026	-0.0112	-0.0035
Si	-0.0035	0.009	-0.0058
Si	-0.003	-0.0025	-0.0021
Si	0.0185	-0.0108	-0.0012
Si	-0.0168	0.0017	0.0033
Si	0.0079	0.002	-0.009
Si	0.0074	0.0041	-0.0081
Si	0.0055	-0.0079	0.0018
Si	-0.0051	0.0202	0.009
Si	0.0046	0.005	-0.0009
Si	0.0007	-0.0042	-0.0058
Si	0.0134	-0.0204	0.0017
Si	0.0024	0.0021	0.0044
Si	-0.0005	0.0012	-0.0053
Si	-0.0016	-0.001	-0.0062
Si	-0.0149	-0.0101	-0.0128
Si	-0.0119	0.0057	-0.0106
Si	0.0061	-0.0046	0.0042
Si	0.008	0.0121	0.0191
Si	0.0093	-0.02	0.0056
Si	-0.0117	0.0005	0.0084
Si	-0.0008	-0.0082	0.0063
Si	0.0066	-0.0035	0.0083
Si	-0.0123	-0.0006	0.0015
Si	-0.0134	-0.0036	0.0129
Si	0.0192	0.0145	0.0102
Si	0.0003	0.0112	0.0175
O	-0.4175	0.1794	-0.1324
O	-0.0587	0.0974	0.5138
O	-0.4435	-0.3744	0.4273
O	-0.5281	0.1279	-0.2469
O	0.0702	-0.1493	0.5297
O	0.0388	-0.0331	-0.2475
O	-0.3174	-0.3463	0.2571
O	-0.3219	0.6235	0.1076
O	0.1393	-0.0775	0.2182
O	0.4937	-0.4279	0.0088
O	-0.0446	-0.1649	-0.198
O	0.4164	0.5575	-0.1059
O	-0.1065	-0.0633	0.0592
O	0.3915	0.3588	-0.4175
O	0.3626	0.3243	0.3474
O	-0.6943	-0.3662	0.4475
O	-0.0877	0.0153	-0.0091
O	0.0679	-0.0734	0.2844
O	0.0534	-0.0204	-0.341
O	-0.4137	0.0043	-0.1903
O	0.4385	-0.5165	-0.1297
O	0.0089	0.0015	-0.2808
O	0.0657	0.114	0.0986
O	0.4377	-0.0237	0.0973
O	-0.43	0.0711	-0.0631
O	-0.3613	-0.3119	0.2214
O	0.0633	0.3985	0.2488
O	-0.3403	-0.5588	0.1638
O	0.0304	-0.1375	0.414
O	0.2441	0.0874	-0.2556
O	0.0486	-0.223	0.0705
O	0.1498	-0.0586	-0.6343
O	-0.454	0.244	0.1903
O	-0.1307	0.4985	-0.1878
O	0.1877	-0.1789	-0.0781
O	0.2566	-0.4674	-0.0668
O	0.1123	0.1795	0.1298
O	0.1098	0.1045	-0.407
O	-0.5568	-0.4243	-0.3465
O	-0.1084	0.4877	0.3429
O	-0.134	0.1803	0.2649
O	-0.1381	0.1109	-0.4034
O	-0.1317	-0.0415	0.3963
O	0.0935	0.041	0.2697
O	-0.2171	-0.2106	-0.2087
O	-0.0498	0.1026	0.1916
O	0.1067	-0.3615	0.2937
O	-0.0975	-0.1489	-0.2825
O	-0.1691	-0.0488	-0.1907
O	-0.0062	0.4525	-0.2723
O	-0.002	-0.0183	0.3481
O	0.0193	0.2967	-0.1301
O	0.6308	-0.1292	-0.2869
O	-0.2399	-0.4519	0.3138
O	-0.0116	0.0397	0.3344
O	0.1111	0.0412	0.3207
O	-0.3008	-0.4666	-0.1928
O	0.1698	-0.0694	0.0619
O	0.2177	0.5029	-0.0704
O	-0.1284	0.294	0.0177
O	0.3616	0.3699	0.0508
O	-0.0832	0.0931	-0.3473
O	-0.1068	-0.6034	0.084
O	0.3804	-0.2404	0.077
O	-0.3076	0.0109	0.5081
O	0.1335	-0.107	-0.5113
O	-0.245	-0.1829	0.4244
O	0.1604	-0.09	-0.1892
O	0.1162	0.3384	-0.1468
O	-0.1748	0.0618	-0.4532
O	0.2206	0.2461	0.3099
O	0.0231	-0.2112	-0.3109
O	0.2283	0.2471	-0.102
O	-0.5992	-0.2359	0.1222
O	-0.0081	-0.585	-0.3283
O	-0.0317	0.027	0.1665
O	-0.4367	-0.3033	-0.3702
O	-0.0797	-0.0251	0.1566
O	-0.0523	0.1198	0.3741
O	0.1214	0.4791	0.4154
O	0.6713	0.3645	-0.0392
O	-0.2658	-0.6388	0.0125
O	0.0665	0.119	-0.1354
O	0.1787	0.3269	0.542
O	0.1133	0.1136	-0.2327
O	0.074	-0.0077	-0.3033
O	-0.3304	0.0688	-0.0516
O	0.2945	0.4127	0.0176
O	-0.1165	0.0391	0.3041
O	0.0562	0.0654	0.2173
O	-0.139	-0.1521	0.2483
O	0.0824	0.1249	-0.4337
O	-0.0878	-0.0733	0.3681
O	-0.0049	-0.2034	-0.3295
O	0.0682	-0.25	-0.4991
O	-0.184	-0.1809	0.5431
O	0.2925	0.3657	-0.3777
O	0.1172	0.297	-0.1828
O	0.3963	-0.2782	0.1445
O	0.3495	0.1865	-0.2097
O	-0.04	-0.4371	-0.122
O	0.2326	-0.1916	-0.0763
O	-0.2127	0.0542	-0.005
O	-0.5823	0.1149	0.0258
O	0.3637	-0.3303	-0.2416
O	0.1578	-0.3709	-0.0856
O	0.4075	0.5801	0.0125
O	0.3159	-0.6185	0.168
